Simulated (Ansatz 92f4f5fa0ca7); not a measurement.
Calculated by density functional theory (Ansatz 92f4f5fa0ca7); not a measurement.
Periodic cell of 357 atoms, Si241O116, from a study of silicon, its oxide and their interface. The atomic structure is a simulated model.
Doubt: the cutoff is far below the 930 eV that the study's wrapper takes by default for these files, so forces and energies are approximate.
This geometry differs little from another in the collection (a relaxation step or a small displacement).

Settings: functional PBE; potential files Ansatz PAW; basis plane waves; wave-function cutoff 580 eV; density cutoff ratio 5; exchange-correlation grid ratio 1; k mesh 1 x 1 x 1, Gamma-centred; self-consistency stop 5e-08 eV per atom in the density residual; occupations fixed; spin none; net charge 0.

Cell vectors (angstrom)
a, 11.6015, 0, 0
b, 0, 13.3963, 0
c, 0, 0, 40.7604

Atoms and the computed forces on them: element, x, y, z (angstrom), force x, y, z (eV/angstrom)
Si, 0, 2.2327, 1.1851, -0.0055, 0.0178, 0.0117
Si, 3.8672, 2.2327, 1.1851, -0.0166, -0.0006, -0.0005
Si, 7.7343, 2.2327, 1.1851, -0.0058, 0.0148, -0.0159
Si, 1.9336, 5.5818, 1.1851, 0.0113, 0.0209, 0.0351
Si, 5.8008, 5.5818, 1.1851, -0.007, 0.0161, 0.0287
Si, 9.6679, 5.5818, 1.1851, -0.0186, 0.0419, 0.0375
Si, 0, 8.9308, 1.1851, -0.0178, -0.0041, -0.0344
Si, 3.8672, 8.9308, 1.1851, 0.0052, -0.0029, -0.0062
Si, 7.7343, 8.9308, 1.1851, -0.0043, -0.0155, 0.001
Si, 1.9336, 12.2799, 1.1851, -0.0103, -0.0116, 0.0076
Si, 5.8008, 12.2799, 1.1851, -0.0117, -0.0353, -0.0117
Si, 9.6679, 12.2799, 1.1851, -0.0045, -0.009, 0.0021
Si, 1.9336, 1.1164, 1.9745, 0.0633, 0.003, -0.0103
Si, 5.8008, 1.1164, 1.9745, 0.0321, 0.0193, -0.0117
Si, 9.6679, 1.1164, 1.9745, -0.0127, -0.0196, -0.0085
Si, 0, 4.4654, 1.9745, 0.0353, -0.0711, -0.0277
Si, 3.8672, 4.4654, 1.9745, 0.0412, -0.0395, -0.0114
Si, 7.7343, 4.4654, 1.9745, 0.0053, -0.0805, -0.0096
Si, 1.9336, 7.8145, 1.9745, -0.0167, 0.0064, -0.0166
Si, 5.8008, 7.8145, 1.9745, -0.035, 0.0607, 0.0087
Si, 9.6679, 7.8145, 1.9745, 0.0531, 0.0114, 0.0077
Si, 0, 11.1635, 1.9745, 0.0257, -0.0328, -0.0019
Si, 3.8672, 11.1635, 1.9745, 0.0476, 0.0342, 0.0113
Si, 7.7343, 11.1635, 1.9745, -0.0091, 0.0225, 0.0014
Si, 1.9336, 1.1164, 4.3426, 0.1809, 0.0498, -0.0275
Si, 5.8008, 1.1164, 4.3426, 0.0988, 0.0911, 0.0825
Si, 9.6679, 1.1164, 4.3426, -0.0088, -0.0002, -0.0503
Si, 0, 4.4654, 4.3426, 0.1042, -0.146, 0.0919
Si, 3.8672, 4.4654, 4.3426, 0.1125, -0.0922, 0.1655
Si, 7.7343, 4.4654, 4.3426, 0.0245, -0.1448, 0.1327
Si, 1.9336, 7.8145, 4.3426, -0.0089, -0.0338, 0.0123
Si, 5.8008, 7.8145, 4.3426, -0.0899, 0.1618, -0.2073
Si, 9.6679, 7.8145, 4.3426, 0.093, -0.0002, -0.2709
Si, 0, 11.1635, 4.3426, 0.0757, -0.0547, -0.0977
Si, 3.8672, 11.1635, 4.3426, 0.1481, 0.1031, -0.0407
Si, 7.7343, 11.1635, 4.3426, -0.039, 0.0619, -0.0291
Si, 0, 0, 36.4198, -0.1425, -0.1093, 0.1881
Si, 3.8672, 0, 36.4198, -0.0359, -0.1681, 0.2145
Si, 7.7343, 0, 36.4198, -0.109, -0.0469, 0.3706
Si, 1.9336, 3.3491, 36.4198, -0.0137, 0.1187, -0.1242
Si, 5.8008, 3.3491, 36.4198, -0.0457, 0.1283, -0.0101
Si, 9.6679, 3.3491, 36.4198, -0.1358, 0.1022, -0.0406
Si, 0, 6.6981, 36.4198, 0.0444, 0.0565, 0.0247
Si, 3.8672, 6.6981, 36.4198, 0.2571, 0.2412, -0.1865
Si, 7.7343, 6.6981, 36.4198, -0.241, 0.0468, -0.2898
Si, 1.9336, 10.0472, 36.4198, -0.1714, -0.1096, -0.0443
Si, 5.8008, 10.0472, 36.4198, -0.0424, -0.1652, -0.1295
Si, 9.6679, 10.0472, 36.4198, -0.0144, -0.0678, 0.0225
Si, 0, 0, 38.788, -0.042, -0.0281, 0.0001
Si, 3.8672, 0, 38.788, -0.0075, -0.061, 0.0027
Si, 7.7343, 0, 38.788, -0.0395, -0.0098, -0.0077
Si, 1.9336, 3.3491, 38.788, 0.0008, 0.0409, 0.0191
Si, 5.8008, 3.3491, 38.788, -0.0154, 0.0461, 0.0032
Si, 9.6679, 3.3491, 38.788, -0.0449, 0.0509, 0.0061
Si, 0, 6.6981, 38.788, 0.0295, 0.0551, 0.0053
Si, 3.8672, 6.6981, 38.788, 0.0956, 0.1, 0.0205
Si, 7.7343, 6.6981, 38.788, -0.0914, 0.0295, 0.0182
Si, 1.9336, 10.0472, 38.788, -0.072, -0.031, -0.0058
Si, 5.8008, 10.0472, 38.788, -0.0221, -0.0506, 0.007
Si, 9.6679, 10.0472, 38.788, 0.0016, -0.018, -0.0022
Si, 0, 2.2327, 39.5773, 0.0028, -0.0237, -0.0259
Si, 3.8672, 2.2327, 39.5773, 0.0204, -0.0057, -0.0215
Si, 7.7343, 2.2327, 39.5773, 0.0032, -0.0255, 0.0012
Si, 1.9336, 5.5818, 39.5773, -0.0118, -0.0169, -0.0429
Si, 5.8008, 5.5818, 39.5773, 0.0012, -0.0105, 0.0109
Si, 9.6679, 5.5818, 39.5773, 0.0159, -0.0374, -0.0397
Si, 0, 8.9308, 39.5773, 0.0169, 0.0021, 0.0326
Si, 3.8672, 8.9308, 39.5773, -0.0078, -0.0033, 0.008
Si, 7.7343, 8.9308, 39.5773, 0.0106, 0.0191, -0.0059
Si, 1.9336, 12.2799, 39.5773, 0.0106, 0.0153, -0.0023
Si, 5.8008, 12.2799, 39.5773, 0.0168, 0.0384, 0.0201
Si, 9.6679, 12.2799, 39.5773, 0.0028, 0.011, 0.0128
Si, -0.2236, -0.0819, 29.4211, -0.0023, -0.0026, 0.005
Si, 3.6041, 0.1193, 29.5741, -0.0061, 0.0126, 0.0085
Si, 5.4679, -1.1474, 30.2918, 0.0019, 0.0022, 0.0134
Si, 1.5784, 3.1138, 29.4401, -0.0013, -0.0023, 0.0224
Si, 5.4856, 3.3164, 29.4139, -0.0121, -0.0042, -0.0016
Si, 9.4459, 3.0052, 29.5204, 0.0126, 0.0056, 0.0072
Si, -0.2325, 6.667, 29.3027, -0.0033, 0.0058, 0.0111
Si, 3.6237, 6.68, 29.1929, -0.0124, 0.0034, 0.0044
Si, 7.6909, 5.9497, 28.6597, 0.0082, 0.0025, -0.0106
Si, 1.3593, 10.057, 29.1545, 0.0016, -0.0052, 0.0163
Si, 5.1178, 10.3403, 28.9757, 0.0221, -0.0046, -0.0108
Si, 9.0858, 9.8029, 30.2429, 0.0055, -0.0045, 0.0089
Si, -0.2633, 2.0389, 30.4255, -0.0004, 0.0143, 0.015
Si, 3.5869, 2.2924, 30.3668, 0.0032, -0.0065, 0.0042
Si, 7.3975, 2.0939, 30.1378, -0.0003, 0.0013, 0.0043
Si, 1.7187, 5.4743, 29.9899, 0.0068, 0.0037, 0.0027
Si, 5.6544, 5.6074, 29.9123, -0.0012, -0.0115, 0.0139
Si, 9.5304, 5.331, 29.9898, -0.0075, -0.0069, 0.0093
Si, -0.3515, 8.8504, 30.2318, 0.0034, -0.0055, 0.0025
Si, 3.3823, 8.9583, 29.851, -0.0026, 0.0031, -0.0025
Si, 7.8644, 9.0629, 28.4533, -0.007, 0.0118, -0.0081
Si, 1.6988, 12.2055, 30.1273, -0.0021, -0.0085, 0.0024
Si, 7.2763, 13.2635, 29.2523, -0.0038, -0.0004, 0.0128
Si, 9.3239, 12.1994, 30.0422, 0.0063, 0.0046, -0.0023
Si, -0.0704, 2.2288, 32.7014, -0.0003, -0.0026, -0.0001
Si, 3.7874, 2.2913, 32.6647, 0.0021, 0.0057, -0.0037
Si, 7.611, 2.1939, 32.4987, -0.0025, -0.0049, 0.0039
Si, 1.8547, 5.5609, 32.3946, 0.0005, -0.002, 0.0121
Si, 5.7731, 5.6532, 32.3226, 0.0011, 0.0028, 0.0035
Si, 9.5671, 5.5573, 32.3899, 0.0016, -0.0021, 0.0087
Si, 0.0175, 8.897, 32.5457, 0.0035, -0.0027, 0.0052
Si, 3.8106, 8.9688, 32.2728, -0.0041, 0.0041, 0.0088
Si, 7.9157, 9.0846, 32.3215, 0.0025, 0.0053, 0.0076
Si, 1.8451, 12.2582, 32.4967, 0.0004, -0.0075, 0.0036
Si, 5.6918, 12.253, 32.6047, -0.0004, -0.0022, 0.0062
Si, 9.5655, 12.369, 32.4391, -0.0021, 0.0039, 0.0127
Si, 1.8803, 1.093, 33.3499, -0.002, 0.0045, -0.0024
Si, 5.7139, 1.1038, 33.3393, 0.0039, 0.0021, -0.0014
Si, 9.5695, 1.1393, 33.3392, 0.0024, -0.001, -0.0023
Si, -0.0748, 4.5068, 33.2678, -0.0002, 0.0001, -0.0023
Si, 3.8349, 4.5663, 33.2581, -0.0037, -0.004, -0.0028
Si, 7.6425, 4.4647, 33.2131, -0.0004, 0.002, -0.0046
Si, 1.9733, 7.7911, 33.2255, -0.0097, 0.0014, -0.0037
Si, 5.8573, 7.9244, 33.0211, 0.0008, -0.006, -0.0014
Si, 9.6637, 7.7905, 33.2714, -0.0001, 0.0041, -0.0054
Si, -0.107, 11.1706, 33.249, -0.0001, -0.0036, -0.0031
Si, 3.7628, 11.1173, 33.2847, -0.0001, 0.0033, -0.0009
Si, 7.7018, 11.2108, 33.3104, 0.0016, -0.0028, -0.0026
Si, 1.93, 1.1045, 35.6815, 0.0018, -0.0003, 0.0003
Si, 5.7943, 1.1144, 35.6746, -0.0019, -0.0009, -0.0011
Si, 9.65, 1.113, 35.6754, 0, -0.001, 0.0002
Si, -0.01, 4.477, 35.6333, 0.0019, -0.0003, 0.0019
Si, 3.8666, 4.4887, 35.6289, 0, 0.0007, 0
Si, 7.7227, 4.4662, 35.6032, 0.0018, 0.0008, 0.0047
Si, 1.943, 7.8047, 35.6118, 0.0023, 0.0016, 0.0029
Si, 5.812, 7.8367, 35.5114, 0.0012, 0.0019, 0.0043
Si, 9.6642, 7.8006, 35.6358, 0.0012, 0.0011, 0.0026
Si, -0.0141, 11.1665, 35.6213, -0.0008, -0.0008, 0.0024
Si, 3.8534, 11.1487, 35.6434, 0.0013, -0.0003, -0.0014
Si, 7.7314, 11.1681, 35.6579, 0.0008, -0.0011, 0.0015
Si, 0.0094, -0.0005, 5.0956, 0.0009, 0.0007, 0.0041
Si, 3.8815, 0.0067, 5.1451, 0, 0, -0.0011
Si, 7.739, 0.0016, 5.145, -0.0005, 0.002, -0.0002
Si, 1.9486, 3.3413, 5.1595, 0.0015, -0.0011, 0.0006
Si, 5.808, 3.3466, 5.1819, -0.0001, 0.0003, 0.0002
Si, 9.6792, 3.3382, 5.1465, 0.0022, -0.0014, -0.0034
Si, -0.0075, 6.6858, 5.1231, 0.0002, -0.0019, 0.0012
Si, 3.8739, 6.7004, 5.1178, -0.0028, -0.0013, 0.0024
Si, 7.7318, 6.7101, 5.0645, -0.0038, -0.0021, 0.0014
Si, 1.9502, 10.0516, 5.114, 0.0002, 0.0005, 0.0028
Si, 5.805, 10.0538, 5.1426, 0.0007, 0.0009, -0.0011
Si, 9.6666, 10.0443, 5.102, 0.0003, 0.0015, 0.0031
Si, 0.0925, -0.0002, 7.4374, -0.0006, -0.0016, 0.004
Si, 3.9738, 0.0213, 7.5239, -0.0041, -0.002, 0.0061
Si, 7.808, 0.0011, 7.5232, -0.0013, -0.0009, 0.0077
Si, 2.0401, 3.3175, 7.5509, 0.002, 0.0058, 0.003
Si, 5.8932, 3.3491, 7.5906, -0.0025, 0.0007, 0.0031
Si, 9.7535, 3.3017, 7.5252, 0.0012, 0, 0.0062
Si, 0.0116, 6.6483, 7.4813, -0.0054, 0.0024, 0.0045
Si, 3.9043, 6.7042, 7.4751, 0.0053, -0.0014, -0.0002
Si, 7.7579, 6.7091, 7.3874, -0.0043, 0.004, 0.0041
Si, 2.0318, 10.0542, 7.4691, -0.008, -0.0082, 0.0068
Si, 5.8667, 10.063, 7.5181, -0.0015, -0.0037, 0.004
Si, 9.7212, 10.039, 7.4482, -0.0034, 0.0001, 0.004
Si, 0.1189, 2.1789, 8.3149, -0.0014, -0.0098, 0.0038
Si, 3.98, 2.2169, 8.4343, 0.0045, -0.0006, -0.0001
Si, 7.8439, 2.2118, 8.3835, -0.0045, -0.0072, 0.0006
Si, 1.9838, 5.5789, 8.2369, 0.0025, 0.0007, -0.0094
Si, 5.8555, 5.6311, 8.2648, -0.0071, 0.0044, -0.0094
Si, 9.6258, 5.5497, 8.2199, 0.0088, 0.0072, -0.0136
Si, 0.0805, 8.9113, 8.1234, 0.008, 0.0004, 0.0023
Si, 3.9498, 8.9202, 8.2976, 0.0006, 0.0013, -0.0088
Si, 7.7975, 8.9218, 8.2662, 0.0014, -0.0032, 0.0064
Si, 2.0299, 12.3042, 8.2452, -0.0017, 0.0028, -0.0023
Si, 5.8948, 12.2909, 8.3669, 0.004, 0.0028, -0.0048
Si, 9.7813, 12.2704, 8.2093, 0.002, 0.0004, -0.0013
Si, 0.2494, 1.8508, 10.6615, -0.0182, 0.0091, -0.0078
Si, 4.1052, 2.0211, 10.8539, -0.0014, 0.0075, 0.0101
Si, 8.0359, 2.0082, 10.7659, 0.0021, 0.0018, 0.0032
Si, 1.868, 5.7492, 10.5729, -0.0021, 0.0009, 0.0017
Si, 6.4103, 5.8509, 10.5557, -0.0077, -0.0204, -0.0076
Si, 8.8068, 5.5959, 10.4293, 0.0378, 0.03, 0.0308
Si, 0.1843, 8.9595, 10.4228, 0.0033, -0.0005, -0.0085
Si, 3.9952, 8.8897, 10.673, 0.0021, -0.0015, 0.003
Si, 7.7998, 9.0129, 10.6371, 0.0094, 0.0192, -0.0113
Si, 2.1546, 12.2594, 10.5982, -0.008, 0.0037, -0.0009
Si, 5.9906, 12.273, 10.7713, 0.0122, 0.0052, 0.003
Si, 7.9663, 11.1856, 11.3612, -0.0238, -0.0031, -0.0067
Si, 2.2077, 0.9374, 11.6923, 0.0166, -0.0092, -0.0056
Si, 6.0956, 1.05, 11.6839, -0.0045, -0.0155, -0.0172
Si, 9.9207, 0.7822, 11.4193, 0.0005, -0.0047, -0.0069
Si, -0.2245, 3.8013, 11.7765, 0.0198, 0.0119, -0.009
Si, 4.2834, 4.0495, 11.9281, -0.0126, -0.0019, -0.0044
Si, 8.9658, 3.8285, 11.8898, -0.0222, 0.0103, -0.0077
Si, 2.0026, 7.8972, 11.3976, 0.0002, -0.0006, -0.0082
Si, 5.9402, 7.9051, 11.5637, -0.0043, 0, 0.0039
Si, 9.8536, 8.2408, 11.4634, -0.0204, -0.0374, 0.0023
Si, 0.2851, 11.0675, 11.2725, 0.0048, -0.003, -0.0067
Si, 4.0239, 11.1147, 11.3928, 0.0051, 0.0056, -0.0035
Si, 9.9157, 12.0845, 10.5361, -0.0021, 0.002, -0.0104
O, 3.7664, 11.1359, 13.0411, 0.0041, -0.0023, 0.0152
O, 10.1164, 8.6296, 13.0559, 0.0038, 0.0026, -0.005
O, 5.9536, 7.9046, 13.2362, -0.005, -0.0065, 0.0038
O, 8.1809, 4.2109, 13.3088, 0.0029, 0, 0.0045
O, 0.6676, 3.6771, 13.1431, -0.0064, 0.0119, 0.0024
O, 6.2463, 1.1865, 13.3526, -0.0041, 0.0021, 0.0141
O, 9.9226, 0.8436, 13.0958, -0.001, 0.0087, -0.0056
O, 0.4512, 10.7448, 12.8876, 0.0003, -0.0026, 0.0015
O, 4.186, 4.0095, 13.5571, -0.0032, 0.0006, 0.0052
O, 2.3277, 0.8787, 13.3753, 0.0021, -0.0015, 0.008
O, 8.3117, 11.2612, 12.9965, -0.0051, -0.0065, 0.0224
O, 1.8796, 7.8752, 13.0587, 0.0011, -0.0014, 0.0115
O, 8.1799, 9.9353, 27.0901, -0.0006, -0.0024, -0.0023
O, 1.0605, 10.1947, 27.5141, -0.0028, 0.0012, -0.0177
O, 5.121, 11.0073, 27.4483, 0.0003, -0.002, 0.0098
O, 11.3709, 6.9302, 27.6358, -0.0011, 0.0029, -0.0033
O, 7.7424, 5.0579, 27.2495, -0.0036, -0.0021, 0.006
O, 6.7972, 13.146, 27.6332, -0.0036, -0.0048, -0.005
O, 7.9997, 7.4746, 28.155, -0.0037, -0.0014, -0.0022
O, 0.1311, 0.2094, 27.8036, -0.0021, -0.0003, -0.003
O, 9.5588, 2.4605, 27.9409, -0.004, -0.0109, -0.0003
O, 3.5265, 6.7543, 27.5327, -0.002, -0.005, -0.0147
O, 1.508, 2.5894, 27.8408, 0.0004, -0.0058, -0.0132
O, 3.7733, 0.6141, 27.9982, -0.0018, -0.0014, -0.0057
Si, 5.4583, 8.0318, 17.6069, 0.0066, 0.0002, -0.0065
Si, 2.0257, 4.6207, 19.927, -0.0018, -0.0066, 0.0042
Si, 3.6513, 0.7825, 26.3849, -0.003, 0.0061, -0.0037
Si, 8.2863, 8.7178, 18.9939, -0.0059, 0.003, 0.0019
Si, 7.8029, 4.4983, 25.6994, 0.0052, -0.0126, -0.0033
Si, 3.0588, 5.9729, 26.1809, 0.012, -0.0184, 0.0023
Si, -0.0577, 5.8256, 26.436, 0.0027, -0.0132, -0.0087
Si, 1.1549, 9.0759, 16.5019, 0.0005, 0.0054, -0.0094
Si, 9.1104, 2.9399, 18.809, -0.0009, -0.0032, 0.0152
Si, 10.4057, 0.3274, 14.5622, 0.0013, -0.0118, 0.0123
Si, 7.9212, 5.3818, 14.4025, -0.0111, 0.0112, -0.014
Si, 8.4729, -0.3171, 21.7995, -0.0072, -0.0002, -0.0031
Si, 8.9799, 9.5573, 25.7049, 0.0009, 0.0056, 0.0023
Si, 0.5211, -1.1282, 19.3705, -0.0015, -0.0004, -0.0011
Si, 2.3507, 7.1064, 14.4106, -0.0101, -0.0062, -0.0081
Si, 0.3394, 11.2027, 14.427, 0.0011, 0.0017, 0.0045
Si, 5.0348, 3.4801, 26.2082, -0.0205, 0.0052, 0.0046
Si, 10.0693, 4.4816, 16.4846, -0.0106, 0.0017, 0.0001
Si, 4.0667, 5.102, 17.7844, -0.0011, -0.0058, 0.0041
Si, 10.4871, 7.3431, 17.1433, -0.0115, 0.0026, -0.0085
Si, 3.8482, 3.5363, 15.078, 0.0055, 0.0011, -0.0013
Si, 5.5067, 7.0845, 14.5904, 0.0133, 0.006, 0.0038
Si, 13.8998, 8.1061, 24.236, -0.0046, -0.0082, -0.0039
Si, 1.0821, 7.2464, 21.444, -0.0012, -0.0091, -0.0066
Si, 1.7338, 0.381, 14.839, -0.0027, -0.0159, 0.0043
Si, 9.3708, 6.8344, 24.5666, 0.0106, -0.0082, -0.0084
Si, 0.8518, 1.385, 26.9131, -0.0041, 0.0013, -0.0175
Si, 4.6426, 11.3558, 14.3886, 0.013, -0.021, 0.0133
Si, 7.037, 11.1607, 23.9568, 0.0014, 0.0026, -0.0027
Si, -0.1479, 0.4193, 22.0996, 0.001, 0.0056, -0.0002
Si, 5.6295, 0.9244, 14.8547, -0.0009, -0.0073, -0.0016
Si, 9.481, 7.3356, 21.53, -0.0011, -0.0049, -0.0073
Si, 2.8424, 13.5321, 17.7317, -0.0002, 0.0033, -0.0038
Si, 7.6702, 10.7338, 14.3941, -0.0124, -0.0018, 0.0009
Si, 13.5606, 10.1484, 21.1075, 0.0016, -0.0007, -0.0103
Si, 8.0778, 13.2006, 16.327, 0.0032, -0.0021, 0.0108
Si, 0.5588, 10.0592, 25.9595, -0.0001, 0.009, -0.0013
Si, 3.6175, 10.5717, 17.2072, 0.0067, 0.0002, -0.0099
Si, 4.0227, 10.5122, 23.0242, -0.0024, 0.0001, -0.0031
Si, 10.165, 3.0564, 26.5562, 0.0119, -0.0049, -0.0019
Si, 13.1548, 11.7743, 23.5939, -0.0031, 0.0059, 0.0023
Si, 9.095, 11.792, 18.9198, -0.0014, -0.0056, -0.0016
Si, 6.9765, 2.1665, 20.5504, -0.0045, 0.0004, -0.0016
Si, -2.9242, 4.5203, 21.012, -0.0026, -0.0036, 0.0002
Si, 9.2832, 8.1152, 14.3526, -0.0137, 0.0086, 0.0087
Si, 4.1838, 2.6348, 19.4312, -0.0026, -0.0013, 0.0058
Si, -0.4871, 3.0309, 20.8553, 0.001, 0.0001, -0.0035
Si, 5.8238, 12.2547, 26.6299, -0.0084, 0.0067, -0.0133
Si, 1.006, 4.1968, 14.6334, 0.0034, 0.0007, -0.0042
O, 0.1439, -0.2711, 20.6754, 0.0006, -0.0054, 0.0024
O, 12.7268, 10.6327, 22.4617, 0.0032, -0.0037, 0.0027
O, 2.2278, 3.2606, 15.1918, -0.01, 0.0056, 0.0011
O, 11.2402, 4.0196, 15.4735, -0.0023, 0.0018, -0.0014
O, 8.4549, 10.3089, 18.675, 0.0024, 0.0018, 0.0012
O, 2.1266, 8.0534, 15.7015, -0.0035, 0.0018, 0.0111
O, 2.0567, 0.7473, 26.0036, 0.0096, -0.0008, 0.0071
O, 4.5817, 12.973, 25.8404, -0.0011, 0.0026, 0.0066
O, 0.8377, -0.203, 23.2375, -0.0011, -0.002, 0
O, 1.0807, 11.3321, 25.0844, -0.0032, -0.0092, 0.0071
O, 8.9636, 7.9446, 25.6573, -0.0065, 0.0063, 0.0074
O, 8.9408, 3.3232, 25.5256, -0.012, 0.002, -0.0026
O, 4.7597, 12.9438, 14.7346, 0.0054, 0.0036, -0.0015
O, 6.3366, 5.6624, 14.681, 0.0074, -0.0052, 0.0008
O, 2.5372, 5.1165, 18.4329, 0.0024, 0.0032, -0.0045
O, 10.2404, 7.6243, 15.5566, -0.007, -0.002, 0.0134
O, 3.5771, 10.3209, 21.437, 0.0002, -0.0009, 0.0052
O, 4.1094, 4.7016, 16.2011, -0.0014, -0.0004, 0.0037
O, 3.0675, 3.4152, 20.3692, 0.0028, 0.0007, -0.0047
O, 10.7262, 11.7481, 18.6799, -0.0016, -0.0009, 0.0029
O, 11.0655, 7.0852, 21.1424, 0.0002, 0.0006, 0.0035
O, 9.2551, 7.833, 18.0489, 0.0138, -0.0081, -0.0076
O, 1.4719, 5.7537, 14.6061, -0.0005, -0.0009, -0.0012
O, 8.3925, 12.8695, 17.8965, 0.0002, -0.0015, 0.0011
O, 6.7369, 0.6985, 16.042, -0.0024, 0.0005, -0.002
O, 2.0698, 10.086, 17.38, -0.0031, -0.0036, 0.0012
O, 1.6078, -4.7881, 20.709, 0.0005, 0.0006, 0.0047
O, 8.774, 12.2259, 20.4495, 0.0014, -0.0002, 0.0012
O, 6.3667, 3.8296, 25.327, -0.0035, 0.0025, 0.0027
O, 3.201, 11.8533, 23.5387, 0.0006, -0.0018, 0.0031
O, 13.1007, 11.0588, 19.8531, 0.0009, -0.0006, 0.0059
O, 1.6178, 12.1427, 14.8034, -0.0054, 0.0083, 0.0027
O, 3.9938, 4.6873, 25.9756, 0.0045, 0.0033, 0.018
O, 10.5279, 10.0715, 25.8309, 0.0068, -0.0014, 0.0028
O, 8.4754, 6.8033, 13.8486, 0.0057, -0.0071, 0.0068
O, 3.5514, 1.3698, 18.5716, -0.0003, -0.0039, -0.0015
O, 9.4726, 7.6187, 23.1377, -0.002, 0.0014, 0.003
O, 0.2281, 1.0179, 14.9705, 0.0015, 0.0029, 0.0011
O, 11.818, 8.2087, 17.5203, 0.0011, 0.0006, 0.0031
O, 3.7385, 12.1238, 17.7855, -0.0014, -0.001, 0.0016
O, 5.7818, 7.918, 15.9872, -0.0019, 0.0006, 0.0051
O, 3.952, 10.5796, 15.6196, 0.0154, 0.0117, -0.0132
O, 4.2931, 2.1246, 25.7283, 0.0055, 0.0118, 0.0025
O, 2.6005, 0.6686, 16.1957, 0.0042, 0.0045, 0.006
O, 9.2923, 0.6806, 15.6824, -0.0091, -0.0006, 0.0025
O, 10.5896, 12.0975, 14.5889, 0.0045, 0.0051, 0.003
O, 7.6927, 2.1527, 19.0516, 0.0024, -0.0003, -0.0013
O, 12.8223, 8.7003, 25.3223, 0.0043, -0.0001, 0.0025
O, 5.6297, 10.583, 23.3023, -0.006, -0.0028, 0.0036
O, 3.3981, 9.2191, 23.8014, 0.0035, 0.0028, 0.0034
O, 8.2159, 5.6713, 24.6278, -0.0011, 0.0049, -0.0028
O, 7.4934, 0.9296, 21.4548, 0.0019, -0.0026, 0.0014
O, 1.3582, 13.2054, 18.3364, 0.0034, -0.0009, -0.0001
O, 8.6843, 4.9653, 15.7723, 0.0203, -0.0055, 0.0092
O, 6.0755, 10.6419, 14.1246, -0.0046, 0.025, 0.0116
O, 9.877, 0.1915, 22.4745, -0.0002, -0.0036, 0.0006
O, 6.7734, 11.8626, 25.3863, 0.0005, -0.0007, 0.0032
O, 0.2608, 9.943, 15.4427, 0.0046, -0.0108, 0.0065
O, 3.933, 6.7718, 14.3623, -0.0052, -0.0016, -0.0042
O, 4.8415, 3.8419, 18.5148, -0.0011, 0.0046, -0.0028
O, 10.8349, 6.2414, 25.0241, -0.0064, 0.0042, 0.0003
O, -1.3706, 2.1802, 19.7494, -0.0005, 0.0014, 0.0002
O, 8.7704, 8.4646, 20.5624, 0, -0.0007, -0.0016
O, 8.2868, 9.2996, 14.8508, 0.0043, -0.0058, -0.0086
O, 10.8418, 4.4723, 26.9907, 0.0015, 0.012, 0.0026
O, 3.2278, 6.961, 24.9146, -0.0005, 0.0012, 0.0049
O, 1.9109, 5.9419, 20.8923, -0.0005, 0.0034, 0.0031
O, 10.0697, 3.9761, 21.7062, -0.0005, -0.0018, -0.0013
O, 4.7426, 2.2013, 15.3482, -0.0008, -0.0015, 0.0032
O, 13.111, 5.4871, 26.2314, 0.0058, 0.0039, 0.0048
O, 5.3663, 2.0388, 20.3787, 0.0018, -0.0008, -0.0031
O, 10.6675, 5.7326, 17.3626, -0.0003, 0.0036, -0.0036
O, 8.9029, 4.4624, 19.3882, 0.004, 0.0015, -0.0063
O, 8.4677, 6.0581, 21.4033, 0.0029, 0.0009, 0.0036
O, 7.6798, 12.16, 22.8671, 0.0048, 0.0017, -0.0015
O, 4.5702, 9.4031, 17.8784, -0.0046, 0.0021, 0.0016
O, 9.6627, 3.1297, 17.3093, 0.0045, 0.003, -0.0086
O, -4.2102, 3.5602, 21.3401, 0.0022, 0.0001, -0.0014
O, 6.7712, 8.2253, 18.5835, -0.0022, -0.0016, 0.0019
O, 7.9201, 11.7551, 15.6152, -0.008, -0.0059, -0.0133
O, 0.2011, 2.0106, 21.9209, -0.0004, -0.0029, 0.0006
O, 8.1932, 10.0643, 24.3576, 0.0003, -0.0023, 0.002
O, 0.5559, 3.9207, 19.9754, -0.0019, -0.0008, 0.0011
O, 11.2954, 2.0434, 25.9463, -0.0033, 0.0034, 0.0116
O, 1.4297, 7.4348, 23.0273, 0.0026, 0.0005, 0.0025
O, 4.7276, 6.5946, 18.0099, -0.0011, -0.0001, -0.001
O, -16.8868, 9.2234, 28.9613, -0.0036, 0.0011, -0.0013
O, -1.8641, -20.1815, 11.3636, 0.01, -0.0027, -0.0049
O, -40.6452, -35.5535, 11.505, -0.002, -0.0001, 0.0121
O, 49.5105, -8.3619, 11.3854, 0.0056, 0.0072, 0.0022
O, 5.4452, 3.2631, 27.7605, -0.0006, 0.0002, -0.0051
O, -69.2082, 31.8831, 10.9458, -0.0216, -0.0236, 0.0143

Results
free energy: -219172.372 eV
free energy less fixed offsets of O -568.88, Si -635.61 eV per atom: -0.282 eV

The program warned: the cutoff lies below the one the program advises for these potential files; the forces do not sum to zero within the program's tolerance; the exchange-correlation potential is rough where the density is thin.
